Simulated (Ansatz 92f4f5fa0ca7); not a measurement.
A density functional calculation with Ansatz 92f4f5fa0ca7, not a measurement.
Periodic cell of 222 atoms, Si131O89As2, from a study of silicon, its oxide and their interface. The atomic structure is a simulated model.
This geometry differs little from another in the collection (a relaxation step or a small displacement).

Settings: functional PBE; potential files Ansatz PAW; basis plane waves; wave-function cutoff 700 eV; density cutoff ratio 5; exchange-correlation grid ratio 1; k mesh 2 x 2 x 1, shifted by 0.5 0.5 0.5 of a step; self-consistency stop 5e-08 eV per atom in the density residual; occupations fixed; spin none; net charge 0.

Cell vectors (angstrom)
a  10.938  0  0
b  0  10.938  0
c  0  0  32.1988

Atoms: element, x, y, z (angstrom)
Si  10.4264  0.2936  24.7436
Si  5.7164  10.6618  24.7261
Si  2.4946  2.9137  24.6359
Si  8.325  2.6154  24.9225
Si  0.3147  5.2154  24.7519
As  4.994  5.8655  24.7964
As  2.9707  8.0306  24.2989
Si  7.9414  8.4183  24.7303
Si  1.2978  1.3282  25.9315
Si  6.8118  1.3004  26.1387
Si  4.0703  4.0303  26.0579
Si  9.6474  4.1181  26.1282
Si  1.474  6.8757  25.968
Si  6.827  6.8035  26.0682
Si  4.0926  9.4682  25.9674
Si  9.465  9.5827  26.1223
Si  2.708  -0.0392  27.2908
Si  8.1646  -0.0193  27.5431
Si  0.0288  2.6834  27.4449
Si  5.445  2.6968  27.4313
Si  2.7405  5.4705  27.4175
Si  8.2307  5.4709  27.4238
Si  0.0186  8.1965  27.3425
Si  5.4469  8.1758  27.4333
Si  4.0508  1.3276  28.7447
Si  9.5815  1.356  28.8271
Si  1.3702  4.091  28.7838
Si  6.8391  4.0892  28.7718
Si  4.098  6.8162  28.8035
Si  9.5917  6.8503  28.7642
Si  1.3674  9.5664  28.7341
Si  6.7926  9.5423  28.8372
Si  0.0171  -0.0184  30.1507
Si  5.4386  0.007  30.1547
Si  2.736  2.7264  30.1423
Si  8.2053  2.7344  30.1556
Si  0.0025  5.4675  30.1425
Si  5.4782  5.4581  30.1517
Si  2.7263  8.2073  30.1377
Si  8.2128  8.1934  30.1536
Si  1.3673  1.3673  31.515
Si  6.8362  1.3673  31.515
Si  4.1018  4.1018  31.515
Si  9.5708  4.1018  31.515
Si  1.3673  6.8362  31.515
Si  6.8362  6.8362  31.515
Si  4.1018  9.5708  31.515
Si  9.5708  9.5708  31.515
Si  2.7345  0  0.6835
Si  8.2035  0  0.6835
Si  0  2.7345  0.6835
Si  5.469  2.7345  0.6835
Si  2.7345  5.469  0.6835
Si  8.2035  5.469  0.6835
Si  0  8.2035  0.6835
Si  5.469  8.2035  0.6835
Si  4.1192  1.3638  2.0534
Si  9.5611  1.3633  2.051
Si  1.3646  4.1252  2.0347
Si  6.8461  4.0892  2.057
Si  4.1028  6.8311  2.0522
Si  9.5762  6.8394  2.0498
Si  1.378  9.5548  2.0489
Si  6.8254  9.5958  2.0475
Si  -0.0086  -0.0245  3.3843
Si  5.4865  0.0188  3.4659
Si  2.7721  2.7904  3.3611
Si  8.188  2.7052  3.4468
Si  0.017  5.4857  3.43
Si  5.4806  5.4708  3.4041
Si  2.7638  8.2138  3.4419
Si  8.2045  8.2329  3.3756
Si  1.3851  1.4045  4.6253
Si  6.8392  1.36  4.9021
Si  4.1503  4.096  4.7972
Si  9.5694  4.0953  4.7568
Si  1.4061  6.8432  4.8143
Si  6.8187  6.9001  4.7214
Si  4.1275  9.5887  4.8392
Si  9.5511  9.5624  4.7822
Si  2.7402  0.1277  6.0491
Si  8.2016  -0.0489  6.256
Si  0.0201  2.6857  6.0368
Si  5.4685  2.7385  6.2841
Si  2.8093  5.4902  6.1708
Si  8.1674  5.4969  6.0298
Si  0.0047  8.2018  6.1478
Si  5.5194  8.2345  6.2229
Si  3.8263  1.5906  7.594
Si  9.8318  1.1531  7.4454
Si  1.6196  3.8171  7.3027
Si  6.6434  4.4344  7.4629
Si  4.3973  6.6472  7.5381
Si  9.3524  6.9687  7.3956
Si  1.1352  9.9365  7.2806
Si  7.1473  9.2464  7.6562
O  8.2953  8.104  7.9108
O  2.7047  2.7521  7.9438
O  9.4025  1.5191  24.3295
O  0.0234  0.0403  7.9503
O  5.518  5.524  8.0217
O  6.828  9.535  24.2086
O  1.4115  4.0925  24.1929
O  3.853  7.3995  8.9271
O  0.8066  4.4003  8.593
O  9.8017  6.1928  8.787
O  2.1217  9.406  8.4783
O  7.5096  3.949  8.7797
O  4.2559  0.95  9.0643
O  6.7092  9.5886  9.2047
O  9.1994  1.8704  8.789
O  7.5845  3.3908  23.6824
O  10.5273  5.8484  23.4254
O  5.1108  0.4424  23.3811
O  5.6857  5.2507  23.2239
O  3.1342  2.24  23.2674
O  1.9955  9.4567  23.5164
O  8.6485  7.7565  23.3998
O  -0.3724  10.5185  23.2776
Si  4.4143  1.5946  22.4592
Si  3.4782  7.983  14.0062
Si  7.0972  1.0193  14.6471
Si  0.7223  9.5894  22.5073
Si  1.1707  4.3483  11.8661
Si  6.254  9.022  15.2905
Si  0.6616  1.4098  12.2803
Si  8.6073  5.023  20.515
Si  0.3173  5.7409  9.3465
Si  5.0805  3.1903  17.926
Si  0.8626  3.8142  16.7213
Si  10.3757  2.9392  19.1916
Si  5.2687  1.2165  10.3399
Si  0.8448  0.2783  19.7764
Si  6.6307  9.4957  10.8441
Si  9.3054  9.7565  18.2705
Si  9.3795  9.284  12.5314
Si  6.4993  3.9699  22.6147
Si  2.4352  8.0928  9.3646
Si  10.5731  7.435  17.0651
Si  2.492  6.357  16.561
Si  10.1618  4.5461  14.165
Si  6.1112  9.2528  18.485
Si  7.9613  2.5975  9.5622
Si  8.8646  2.1945  12.434
Si  5.3163  6.3169  18.0538
Si  3.903  0.6265  19.4479
Si  4.2649  3.8783  12.0338
Si  5.5287  6.6408  12.1239
Si  7.9863  2.583  17.1937
Si  4.3362  2.5301  14.9548
Si  1.5132  1.2684  15.2485
Si  1.5568  9.4541  12.0172
Si  8.036  6.9023  13.8439
Si  10.356  9.8839  15.4503
Si  9.8505  7.0437  22.5495
Si  8.0834  5.5593  17.4124
O  6.0358  7.9955  11.275
O  5.9898  9.2552  16.8671
O  7.6577  1.4236  13.1757
O  0.8778  1.7933  13.8492
O  9.4094  6.3213  16.8883
O  6.7434  6.2432  13.1268
O  5.1137  4.729  18.5896
O  9.208  2.2434  18.2396
O  2.3475  0.1768  19.0517
O  9.351  10.2763  16.6993
O  2.7778  4.4745  11.6885
O  5.0411  10.3932  19.0677
O  9.4092  3.2987  13.4685
O  0.4467  1.8679  19.9012
O  3.1282  1.4144  15.06
O  8.1212  5.4454  19.0292
O  3.8698  6.6635  17.3782
O  4.5553  3.3411  16.3684
O  9.055  5.727  14.2959
O  5.4834  2.7825  22.1475
O  10.647  4.2041  15.6637
O  0.3129  3.9657  18.25
O  10.392  10.6403  19.1107
O  9.6371  10.0662  13.9838
O  10.9784  8.1423  22.1269
O  1.1659  2.2271  16.515
O  9.7065  3.8183  20.3935
O  8.0979  4.1155  16.6682
O  -0.0534  9.1375  11.8662
O  6.5626  2.482  17.9874
O  5.5691  10.7505  11.1844
O  7.7227  9.6632  18.8051
O  10.0116  1.0714  12.046
O  1.3008  6.9882  9.0466
O  0.6167  4.8105  13.335
O  5.6766  7.6966  18.9692
O  5.2254  5.1243  11.5054
O  2.7022  7.0507  15.1016
O  0.9002  2.7848  11.4493
O  0.8294  10.7428  15.5388
O  2.3976  8.6214  10.8947
O  4.6866  2.4686  11.2588
O  4.2315  3.5537  13.6633
O  2.1804  4.7486  16.4565
O  10.6876  8.3  15.6741
O  6.9237  10.3504  14.6529
O  2.3266  9.0022  13.4019
O  8.009  1.6036  15.8819
O  4.111  7.0365  12.8379
O  4.1567  2.0865  18.7169
O  7.2969  4.4885  21.3044
O  8.4012  2.9698  11.0814
O  1.1623  6.9291  17.3446
O  5.6245  1.6169  14.7441
O  8.12  9.7994  11.5543
O  9.2351  6.3496  21.2184
O  8.9386  7.7562  12.8179
O  1.6329  0.1613  11.8577
O  6.6256  6.2326  17.0552
O  7.3868  7.8609  15.0117
O  1.1005  10.402  21.1557
O  10.0203  8.2883  18.333
O  3.9579  0.8983  21.0643
O  0.3259  5.3718  10.916
O  6.6852  1.6034  9.6288
O  4.7706  8.7647  14.6418

Results
free energy: -143623.706 eV
free energy less fixed offsets of As -4857.07, O -569.03, Si -635.61 eV per atom: -0.986 eV

Forces (eV/angstrom), in the order of the atoms: element, x, y, z
Si  -0.0355  0.0087  -0.0942
Si  0.0339  -0.005  -0.0468
Si  -0.0295  0.0178  -0.0609
Si  -0.0065  0.0113  -0.1289
Si  -0.0017  -0.0364  -0.0595
As  0.049  -0.0341  0.0233
As  -0.0435  0.0605  -0.0333
Si  -0.0156  0.0374  -0.059
Si  -0.0034  0.0051  0.0114
Si  -0.0093  0.0017  -0.0274
Si  0.0192  0.037  0.0073
Si  -0.0124  0.0088  -0.0243
Si  0.0396  0.0262  0.0155
Si  -0.0254  0.0013  0.0115
Si  -0.0206  -0.0254  0.0151
Si  0.0047  -0.0101  -0.0075
Si  -0.0042  0.005  0.0106
Si  -0.0054  -0.0013  0.0061
Si  0.0168  -0.0015  0.0021
Si  0.008  0.014  0.0097
Si  0.0066  -0.0055  -0.0199
Si  -0.0192  -0.0088  -0.0002
Si  0.0054  -0.0048  0.0055
Si  0.0184  0.0043  -0.0179
Si  -0.025  -0.0163  -0.0089
Si  0.0024  0.0119  -0.0217
Si  -0.0045  -0.0075  -0.0019
Si  -0.0049  0.0061  -0.0359
Si  0.0014  -0.0056  0.0027
Si  0.0145  0.0179  -0.0006
Si  0.0157  -0.0136  -0.0245
Si  -0.0149  -0.0068  -0.0049
Si  0.0112  -0.0119  -0.0037
Si  -0.006  -0.0052  -0.0073
Si  0.0129  -0.0102  0.0076
Si  -0.0146  0.0113  -0.0033
Si  -0.0001  0.0049  -0.0086
Si  0.0072  -0.0058  -0.0029
Si  -0.0131  0.0137  -0.0073
Si  0.0115  -0.0039  0.0014
Si  0.0342  -0.0321  0.0284
Si  -0.0623  0.0328  -0.0483
Si  0.0432  -0.1179  -0.0008
Si  -0.011  0.0792  0.0004
Si  -0.0076  0.0331  -0.0728
Si  0.084  -0.0798  0.0585
Si  -0.1625  -0.0399  0.0437
Si  0.0444  -0.0275  0.0499
Si  0.053  -0.0213  0.0854
Si  -0.0548  0.0597  -0.1232
Si  -0.0626  0.0064  0.0367
Si  0.0842  -0.02  -0.0092
Si  -0.0357  0.1695  -0.1621
Si  0.0635  -0.0739  0.0767
Si  0.0601  -0.0939  -0.0461
Si  -0.0334  0.0598  0.0291
Si  0.0071  -0.0111  0.0039
Si  -0.0085  0.0099  -0.0012
Si  -0.0024  0.0078  -0.0013
Si  0.0019  -0.0023  -0.001
Si  -0.0124  0.0107  0.0034
Si  0.0065  -0.0084  0.0046
Si  0.0087  -0.0065  0.0056
Si  -0.0082  0.0071  -0.0033
Si  -0.0185  -0.0198  0.017
Si  0.0069  0.0053  0.0057
Si  0.0158  0.0165  0.0119
Si  -0.0099  -0.0121  0.02
Si  0.0062  0.0042  0.0174
Si  -0.0103  -0.0108  0.0089
Si  0  0.0016  0.0231
Si  0.0085  0.0081  0.0069
Si  0.0035  -0.0044  0.0109
Si  -0.0011  0.0019  -0.0114
Si  -0.0046  -0.0028  0.0099
Si  -0.0015  0.0009  0.0063
Si  -0.0012  -0.0009  -0.0054
Si  -0.0112  0.0076  0.0135
Si  0.0065  -0.0168  -0.0051
Si  -0.0054  0.004  0.0096
Si  0.008  0.0173  0.0116
Si  -0.0043  -0.0013  -0.0127
Si  -0.0016  -0.0132  0.0078
Si  -0.0079  0.0094  -0.0187
Si  0.0108  0.0058  -0.0029
Si  0.0116  -0.0104  0.0035
Si  -0.0095  0.0139  -0.0091
Si  0.0043  0.0019  -0.0201
Si  -0.0403  0.0068  0.0315
Si  0.0255  -0.0043  0.0326
Si  0.0071  -0.0219  0.0266
Si  0.0022  0.036  0.0327
Si  0.0151  -0.0106  0.0333
Si  -0.0248  -0.0014  0.0263
Si  0.0004  0.0272  0.024
Si  0.0233  -0.0309  0.0436
O  -0.0024  0.01  0.0177
O  0.0126  -0.0087  0.0237
O  -0.0311  0.0435  0.0384
O  -0.0047  0.0014  0.0191
O  -0.0028  -0.001  0.0186
O  0.0068  0.0054  -0.0226
O  -0.0063  -0.0104  -0.0208
O  -0.0041  -0.0046  -0.0135
O  0.0062  0.0182  -0.0049
O  0.0148  0.0006  -0.0083
O  -0.0169  -0.0256  0.0027
O  -0.012  -0.0201  -0.0044
O  0.006  0.0186  -0.0076
O  0.0033  -0.0102  -0.0059
O  -0.0118  0.002  -0.0069
O  -0.0175  -0.024  0.0245
O  -0.0032  0.0281  0.0006
O  -0.0102  0.0058  0.0018
O  0.0546  -0.1029  -0.0412
O  0.011  0.0056  0.0139
O  -0.1493  -0.059  -0.0682
O  0.0039  0.0025  0.0169
O  0.1196  -0.063  -0.0364
Si  0.0044  0.0054  0.0001
Si  -0.0047  -0.0004  0.0019
Si  0.0046  -0.0027  -0.0005
Si  0.0164  -0.0094  0.1082
Si  -0.003  0.0061  -0.0031
Si  0.0011  0.0003  0.003
Si  0.0033  -0.0013  -0.006
Si  -0.0058  0.0003  0.0159
Si  0.0068  0.0077  -0.0058
Si  -0.0032  -0.0009  -0.0015
Si  -0.0008  0.0046  0.0049
Si  0.0017  0.0027  0.0093
Si  0.0049  0.0055  -0.0061
Si  -0.002  0.0106  -0.0011
Si  0.0084  0.0002  0.0036
Si  0.0023  -0.0013  -0.0004
Si  0.001  0.0005  -0.0016
Si  -0.018  0.0083  0.0436
Si  -0.0121  -0.0036  -0.0076
Si  -0.0047  0.0069  0.0017
Si  -0.0008  0.0004  -0.0014
Si  -0.0007  0.0026  0.0044
Si  0.003  -0.0043  -0.0023
Si  -0.0009  -0.0015  -0.0023
Si  -0.0002  -0.0019  -0.004
Si  0.0014  0.0025  0.0058
Si  -0.0067  0.0031  0.0115
Si  -0.009  0.0049  0.0062
Si  -0.0019  -0.0014  0.006
Si  0.0029  -0.0035  0.0019
Si  -0.0033  0.0037  0.0014
Si  0.0012  -0.0029  0.0047
Si  0.0039  -0.0021  -0.0006
Si  0.0004  -0.0038  0.0052
Si  -0.001  -0.0006  -0.0002
Si  0.0076  -0.0144  -0.0002
Si  -0.0012  -0.0056  0.0029
O  -0.0033  0.0087  0.004
O  0.0098  -0.0048  0.0067
O  0.0158  0.001  0.0034
O  0.0065  -0.017  -0.0053
O  -0.004  -0.0016  -0.0019
O  0.0132  0.024  0.0009
O  -0.0007  -0.004  -0.0108
O  -0.0043  0.0301  -0.0029
O  0.0093  0.0064  0.0113
O  0.0178  -0.0185  0.0103
O  -0.0041  -0.0025  0.0096
O  -0.0038  -0.0011  -0.0085
O  0.0073  0.0049  -0.0069
O  -0.002  0.0091  -0.0095
O  0.0006  0.0198  0.0007
O  0.011  -0.0088  0.001
O  -0.011  -0.0052  -0.0063
O  0.0061  -0.018  0.0108
O  -0.0026  -0.0081  -0.0012
O  0.0314  0.0427  0.0366
O  0.0127  -0.0043  0.0047
O  -0.011  -0.0192  -0.0121
O  0.0052  -0.0099  -0.0038
O  0.0173  -0.0222  0.007
O  0.0224  0.0835  0.054
O  -0.0024  0.0091  -0.0221
O  -0.0223  0.0213  -0.0214
O  0.0007  -0.0129  0.0267
O  0.0099  0.0016  0.0093
O  0.0046  0.0104  -0.0205
O  0.0007  0.0027  -0.0104
O  0.0008  0.0078  -0.0102
O  -0.0012  0.0342  0.0215
O  0.0038  -0.0055  0.0275
O  -0.0069  -0.0174  -0.0039
O  -0.0111  0.0023  -0.0134
O  -0.0089  -0.009  -0.0133
O  0.0087  0.0054  0.0039
O  -0.0056  0.0036  0.0166
O  -0.0221  0.002  -0.0088
O  -0.0141  0.0002  -0.007
O  0.0154  0.0006  -0.0008
O  0.0014  -0.0156  -0.0047
O  -0.0164  0.0003  0.0053
O  -0.0091  0.0181  0.02
O  -0.01  0.0011  0.0145
O  0.0104  -0.0024  -0.002
O  -0.0185  0.0081  0.0008
O  0.0101  0.0116  0.0056
O  0.0127  -0.0025  -0.0015
O  0.0253  0.0088  0.0098
O  -0.001  -0.0241  -0.0037
O  0.0089  -0.008  -0.0098
O  0.0079  0.0117  0.0031
O  -0.0261  -0.0044  -0.0132
O  -0.0062  -0.0308  0.0102
O  -0.0171  0.0142  0.0146
O  -0.0205  -0.0006  0.0203
O  0.0015  0.0002  -0.0017
O  -0.0031  0.0051  -0.0042
O  -0.0145  -0.0135  0.0301
O  -0.0004  0.0126  -0.0293
O  0.0039  0.0067  -0.0083
O  0.0135  -0.0077  -0.0166
O  0.0003  0.0164  0.0255
O  0.0003  -0.0067  -0.0035

The program warned: the cutoff lies below the one the program advises for these potential files; the forces do not sum to zero within the program's tolerance; the exchange-correlation potential is rough where the density is thin.
